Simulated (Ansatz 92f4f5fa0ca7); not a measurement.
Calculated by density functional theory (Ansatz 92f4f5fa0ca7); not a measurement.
Periodic cell of 240 atoms, Si134O106, from a study of silicon, its oxide and their interface. The atomic structure is a simulated model.

Settings: functional r2SCAN; potential files Ansatz norm-conserving; basis plane waves; wave-function cutoff 1300 eV; density cutoff ratio 4; exchange-correlation grid ratio 1; k mesh 2 x 2 x 1, shifted by 0.5 0.5 0.5 of a step; self-consistency stop 5e-08 eV per atom in the density residual; occupations Fermi-Dirac, 0.05 eV; spin none; net charge 0.

Cell vectors (angstrom)
a  11.5403  0  0
b  0  15.3871  0
c  4.009  -1.7397  23.7201

Atoms: element, x, y, z (angstrom)
Si  0.3352  0.6871  0.2666
Si  2.5196  3.9388  1.5154
Si  1.4383  6.5514  -0.7117
Si  1.1622  13.3454  -1.0061
Si  3.9677  0.7981  0.7103
Si  4.4705  3.0686  0.3958
Si  4.2736  7.3882  -0.9259
Si  4.7698  12.6837  1.2509
Si  7.5653  0.6195  -0.1197
Si  8.0823  4.5322  0.5484
Si  8.4255  6.8803  0.3117
Si  6.3304  11.0161  0.8884
Si  2.0502  0.3912  1.917
Si  0.5262  3.7565  0.337
Si  1.2149  7.7084  1.3568
Si  2.4555  12.0385  1.5915
Si  6.0091  0.4336  1.758
Si  6.1569  3.9154  1.8002
Si  6.3811  7.4869  1.4143
Si  4.5082  14.3029  -0.4942
Si  9.6484  0.2917  1.1902
Si  10.0657  3.9395  1.6224
Si  10.2703  7.6514  1.6004
Si  8.8823  11.4781  1.0293
Si  2.3256  2.283  3.1955
Si  2.2286  5.9611  2.6785
Si  1.9778  9.8223  2.5205
Si  1.997  13.7614  3.1248
Si  6.1456  2.1541  3.2775
Si  6.0003  5.8555  3.0089
Si  5.9678  9.5018  2.6439
Si  5.6642  13.8999  3.0466
Si  9.7938  1.9968  2.9017
Si  10.0937  5.8203  2.9884
Si  9.6902  9.7227  2.5764
Si  9.4827  13.562  2.3686
Si  0.217  2.1028  4.1974
Si  0.5238  5.9406  4.2377
Si  0.0806  9.7864  3.99
Si  -0.1818  13.6532  3.9825
Si  4.2208  2.1879  4.6279
Si  4.0187  6.0163  4.2457
Si  3.9233  9.688  3.9807
Si  3.8672  13.8288  4.5688
Si  8.0384  2.0139  4.5679
Si  8.0414  5.7459  4.1037
Si  7.8837  9.6579  4.0906
Si  7.7575  13.567  4.0754
Si  0.0492  0.1784  5.5048
Si  0.4316  4.0214  5.4927
Si  0.3756  7.8562  5.6293
Si  -0.1187  11.7035  5.283
Si  4.0326  0.2972  6.048
Si  4.2642  4.2299  5.8116
Si  4.0654  7.9089  5.5987
Si  3.8157  11.6008  5.4958
Si  7.8407  -0.0625  5.7104
Si  8.0588  4.075  5.733
Si  8.0291  7.6683  5.3799
Si  7.7495  11.642  5.4965
Si  1.8746  0.2624  7.0281
Si  2.2365  4.0782  7.0187
Si  2.2837  7.9653  7.2493
Si  1.6707  11.8059  6.7532
Si  6.0465  0.0344  7.3444
Si  6.2428  4.9803  7.0127
Si  6.1393  7.5017  6.7134
Si  5.765  11.559  6.8222
Si  9.7869  0.0057  6.9911
Si  10.0997  4.5281  6.7218
Si  9.9087  6.9402  6.6349
Si  9.721  11.6363  6.8856
Si  1.6199  2.2083  8.3297
Si  2.0894  5.9046  8.4825
Si  2.2184  9.9575  8.7808
Si  1.4419  13.6574  8.1432
Si  5.9697  1.083  10.9573
Si  6.298  3.9359  9.0873
Si  6.2681  9.5585  7.998
Si  5.6181  13.3003  8.4199
Si  9.3093  1.4694  8.8181
Si  10.8471  3.1701  8.5275
Si  9.3632  9.9376  8.5106
Si  10.4972  13.5012  8.2005
Si  3.0525  1.9586  10.2947
Si  4.4003  4.6549  10.195
Si  0.2078  5.6219  9.9149
Si  2.2972  16.0711  12.8811
Si  6.942  1.715  8.8952
Si  6.7788  5.1376  11.7286
Si  2.2143  9.346  11.1166
Si  3.4078  12.8097  9.2915
Si  9.4322  -0.7523  10.8345
Si  1.1165  6.9322  12.2146
Si  9.5635  7.6228  8.7987
Si  11.651  14.2248  13.0801
Si  9.3239  10.4167  11.3869
Si  7.4883  9.4178  16.5435
Si  5.2147  9.5719  10.8053
Si  2.9168  -3.5414  15.0401
Si  -0.0649  9.4033  13.0956
Si  6.3284  2.8929  13.635
Si  9.3571  8.4654  18.3851
Si  9.9504  8.4484  15.5155
Si  9.0557  0.8044  17.511
Si  10.8628  -0.366  19.778
Si  8.8216  8.5074  22.9018
Si  7.6653  7.8081  11.1254
Si  3.1449  8.4815  19.1806
Si  4.2221  -2.277  17.3689
Si  6.8574  -0.7762  17.0234
Si  6.8359  12.223  11.0803
Si  9.3876  11.2027  19.8588
Si  1.7079  6.3981  17.5465
Si  3.4963  2.9192  14.8212
Si  2.0328  5.6336  14.7193
Si  1.6151  -1.077  18.0233
Si  8.9372  12.1676  17.1162
Si  11.6069  12.7265  15.7212
Si  10.8662  0.9621  22.3607
Si  10.4181  12.9051  21.9282
Si  10.671  3.2605  17.4829
Si  7.8437  0.6352  14.8079
Si  9.9693  6.7549  20.7384
Si  10.9015  5.6812  15.9053
Si  13.4034  1.9514  17.3005
Si  15.4757  6.9508  21.3912
Si  2.8181  13.2266  12.4096
Si  12.6826  5.4992  21.7203
Si  4.5757  10.2087  16.8949
Si  7.3799  -0.6064  11.9227
Si  1.3454  3.9283  19.2835
Si  7.2876  11.1446  21.891
Si  3.0652  9.5693  21.9924
O  5.3504  6.9532  0.199
O  1.3849  12.5944  0.433
O  1.9122  9.6381  23.1444
O  3.0399  6.3394  -0.9201
O  1  10.6848  7.8975
O  10.0234  10.4932  9.9249
O  6.5312  13.3924  12.1815
O  4.4193  1.0034  10.3124
O  1.9245  7.7343  11.0589
O  5.1634  9.3161  9.1997
O  -0.7733  6.9333  9.6804
O  6.7501  12.9398  9.6197
O  8.2807  11.6274  11.5125
O  9.7774  0.7361  10.2485
O  3.4354  3.4722  10.7933
O  5.1783  5.4228  11.4352
O  0.8317  15.6441  13.422
O  7.6983  9.9925  8.7465
O  9.7546  13.5176  9.683
O  5.8948  9.4723  16.285
O  0.804  -0.4359  -0.853
O  0.666  5.0736  -0.714
O  0.429  2.2373  -0.4177
O  0.9191  7.4916  -1.9387
O  2.534  9.3443  20.4414
O  4.0935  8.3102  22.2919
O  7.8372  11.395  20.3681
O  -0.1231  12.695  -1.7386
O  1.4973  4.1361  20.8789
O  8.9314  5.6333  21.2961
O  3.8518  8.9285  -0.5386
O  7.7414  9.6599  22.4568
O  -0.185  7.8492  12.6046
O  0.6451  -1.8388  16.9802
O  9.2716  1.4093  22.6339
O  13.9336  6.5195  21.6045
O  9.802  8.0846  21.6573
O  5.8833  2.0901  12.2801
O  1.9467  7.7759  18.3487
O  6.9041  4.3141  13.1275
O  2.9382  4.3602  14.3575
O  3.338  11.1912  8.9091
O  3.7807  9.4723  11.5148
O  11.6826  6.3395  17.1666
O  10.4412  14.3918  12.0687
O  7.3406  4.4251  10.3591
O  0.6287  5.5748  11.5047
O  3.4773  5.7266  9.4102
O  6.1748  8.3888  11.3377
O  1.3858  9.894  12.4774
O  11.1336  13.6587  14.4951
O  3.3803  12.8981  10.938
O  3.3173  -3.2709  13.491
O  14.5457  2.574  16.3291
O  10.4416  10.5252  12.5411
O  2.9589  17.1432  13.8587
O  8.1194  7.3752  9.6071
O  5.7705  11.0338  11.1827
O  12.7299  13.2168  12.391
O  7.8182  8.4312  17.8125
O  10.9278  4.207  9.8209
O  2.0874  6.6989  13.5014
O  13.6046  2.5512  18.8051
O  6.5906  -0.0966  15.5657
O  4.1525  7.3599  19.8228
O  2.0199  0.3492  17.3537
O  3.5547  10.4668  15.6412
O  2.5324  6.3078  16.1296
O  8.6859  8.9448  11.6428
O  11.095  9.2746  14.6886
O  7.5497  0.3621  17.9817
O  3.257  14.7448  12.8411
O  1.2899  -3.6308  15.2281
O  3.9548  9.3259  18.0818
O  9.657  7.0909  19.1817
O  9.3801  2.3532  17.8388
O  11.0179  0.9417  20.7235
O  10.094  4.3887  16.4535
O  7.9661  10.9023  16.9388
O  12.3515  -0.9206  19.4197
O  2.9833  -1.9028  18.3575
O  10.5078  11.4893  21.0395
O  10.223  11.9887  16.1356
O  3.5653  -2.2831  15.8711
O  7.8971  3.9089  -0.9745
O  8.3944  8.9338  15.2595
O  9.9749  6.8334  15.2433
O  7.6676  6.4678  12.0355
O  8.0134  -0.0846  13.3727
O  9.5579  12.2245  18.6135
O  5.4238  -1.2202  17.6041
O  11.8979  2.3954  16.7943
O  9.1119  0.5954  15.8657
O  7.5289  2.1893  14.4699
O  2.0646  16.7013  11.4067
O  7.9642  -1.9569  16.8317
O  10.037  13.978  20.7232
O  10.1226  -0.0806  18.3572
O  9.6355  9.6899  19.3869
O  2.1007  5.153  18.5069
O  0.4762  5.1562  14.846
O  4.8852  -3.7407  17.6008
O  5.104  2.9983  14.6937
O  11.4839  6.2284  20.8856
O  11.3061  3.9035  18.8402
O  10.3063  8.7138  17.0842

Results
free energy: -64961.748 eV
free energy less fixed offsets of O -463.61, Si -117.95 eV per atom: -13.788 eV
pressure: -1.49 GPa
stress xx, yy, zz, yz, xz, xy (GPa, positive in tension): 2.32, 0.72, 1.44, -0.18, 0.28, 0.01

Forces (eV/angstrom), in the order of the atoms: element, x, y, z
Si  0.2459  0.5037  -0.3269
Si  -0.1933  -0.1472  0.026
Si  -0.3286  -0.0277  0.2141
Si  -0.1989  0.2903  -0.3736
Si  -0.0206  -0.3525  -0.2357
Si  0.3538  0.1309  -0.3786
Si  0.2563  -0.1265  -0.1659
Si  0.2777  0.4546  0.1925
Si  0.0536  -0.0768  0.0856
Si  0.3458  0.0044  -0.2514
Si  -0.1034  0.1611  -0.0253
Si  -0.1459  -0.0447  0.054
Si  0.1152  -0.0342  -0.2387
Si  -0.1592  -0.3357  -0.791
Si  -0.105  0.1574  0.0113
Si  -0.2016  0.1864  0.2591
Si  -0.0459  -0.0584  0.2214
Si  -0.1122  0.1467  0.1356
Si  -0.3268  -0.4227  -0.2133
Si  0.1416  -0.0732  0.0504
Si  -0.0399  0.1864  -0.1261
Si  0.048  -0.0182  -0.1295
Si  0.0893  0.1776  -0.1423
Si  0.2482  -0.2399  -0.8419
Si  -0.153  -0.202  0.1059
Si  0.0997  0.2806  0.0579
Si  -0.0946  -0.3648  -0.0921
Si  0.1118  0.1782  0.1136
Si  0.2437  -0.0959  -0.0113
Si  0.0783  0.0248  -0.1108
Si  0.088  0.0985  0.1932
Si  -0.038  -0.2176  -0.1197
Si  0.0395  0.1035  0.0633
Si  -0.0275  0.0159  0.3589
Si  -0.0008  -0.1231  -0.0221
Si  -0.0738  0.1864  0.1577
Si  0.1099  0.1242  0.2344
Si  -0.1554  -0.3693  0.1
Si  0.1062  -0.0447  0.196
Si  0.1071  0.0511  0.1201
Si  -0.0062  0.0232  -0.0508
Si  0.0301  0.0367  -0.0764
Si  0.1186  0.1042  -0.101
Si  -0.0196  -0.0525  0.1173
Si  -0.0369  0.0195  -0.0442
Si  0.0436  0.0407  0.0327
Si  -0.061  -0.0262  0.1268
Si  -0.185  -0.2467  0.0629
Si  0.1657  0.0636  -0.2098
Si  -0.0439  0.1766  -0.0085
Si  -0.1011  0.2136  0.081
Si  0.11  -0.0139  -0.0786
Si  -0.1048  -0.18  0.0173
Si  -0.2026  0.0023  0.1122
Si  -0.0254  0.0557  0.1245
Si  -0.2464  0.1344  0.1288
Si  -0.0183  -0.0413  0.0064
Si  -0.0485  -0.0074  -0.0755
Si  0.0954  0.0771  -0.1218
Si  0.1861  0.1159  -0.2073
Si  -0.0172  0.0044  -0.148
Si  -0.0767  -0.2681  -0.239
Si  -0.0305  0.1525  -0.3294
Si  -0.3641  -0.1485  -0.5062
Si  -0.0245  0.1155  -0.0601
Si  -0.0336  0.3251  -0.35
Si  0.0668  0.0999  0.0615
Si  0.1369  -0.3486  -0.4795
Si  0.0777  0.0615  0.1239
Si  0.0773  0.1237  0.0547
Si  0.0781  -0.0452  0.1418
Si  -0.1104  -0.1792  -0.1107
Si  0.137  0.0933  -0.0047
Si  0.5625  -0.1147  0.1968
Si  -0.3676  0.1569  0.0054
Si  0.1989  0.1169  0.2727
Si  -0.2289  0.2654  0.4999
Si  0.4815  0.3151  0.5451
Si  -0.0524  -0.3701  0.5901
Si  0.5064  -0.0589  0.2596
Si  0.1717  -0.1902  0.1728
Si  0.0368  0.5032  0.6253
Si  0.0406  0.2575  0.5316
Si  -0.2004  -0.2244  0.1654
Si  -0.3325  0.0342  0.1336
Si  -0.4754  0.1765  0.6631
Si  -0.683  0.0683  0.5553
Si  -0.0459  0.097  0.3838
Si  -0.0295  -0.4006  -0.2754
Si  0.1669  0.3664  0.7559
Si  -0.1616  -0.4015  0.9597
Si  -0.714  -0.159  0.5718
Si  0.7411  -0.1343  0.0923
Si  -0.1404  0.0972  0.4077
Si  0.0365  -0.2768  -0.0092
Si  -0.0325  0.0064  0.39
Si  0.3566  -0.2669  0.1693
Si  -0.1159  -0.0544  -0.126
Si  0.2638  -0.3533  0.1662
Si  -0.0981  -0.1329  0.0935
Si  -0.1564  0.0889  0.2158
Si  0.2278  0.037  0.3095
Si  0.0478  -0.1563  -0.1047
Si  0.1383  -0.0334  -0.0803
Si  -0.1361  0.2248  -0.06
Si  -0.1031  -0.1915  -0.2416
Si  0.4582  -0.0995  -0.6349
Si  0.1337  -0.1359  0.4089
Si  -0.1284  -0.1027  -0.2439
Si  0.0128  0.127  0.0409
Si  -0.1535  0.1345  0.013
Si  -0.1341  -0.2974  0.649
Si  0.3684  0.0375  -0.0906
Si  0.0643  0.1179  0.0262
Si  -0.0086  0.0592  0.1239
Si  0.0753  -0.0877  0.1187
Si  0.1075  -0.0243  -0.2205
Si  0.0704  -0.0779  -0.2228
Si  -0.047  -0.0609  -0.0685
Si  -0.2892  0.8104  -0.3505
Si  -0.5825  -0.1368  -0.1232
Si  -0.1543  0.0887  -0.1883
Si  -0.0585  0.3043  -0.013
Si  0.2594  -0.0805  -0.3606
Si  -0.1598  -0.0363  -0.0673
Si  0.0988  0.0612  -0.1524
Si  -0.1796  -0.1143  -0.2783
Si  -0.0232  0.0465  0.2186
Si  -0.2105  0.1449  -0.4354
Si  -0.0024  -0.1243  -0.1328
Si  -0.3946  0.3334  1.1141
Si  0.0794  0.2101  0.0241
Si  0.197  0.506  0.1547
Si  -0.0062  -0.297  -0.3113
O  -0.0194  0.2947  0.0347
O  0.1216  -0.2326  -0.0462
O  -0.0731  0.1083  0.7739
O  0.1623  0.1325  -0.0686
O  1.2108  0.1625  -0.0232
O  -0.1205  0.1316  0.0485
O  0.2389  -0.2513  -0.4384
O  -0.099  0.2502  0.2216
O  -0.0143  0.3122  0.0254
O  0.1018  0.2053  -0.0143
O  0.0559  -0.185  0.1021
O  -0.3064  0.0971  -0.3233
O  -0.2851  0.2071  -0.2847
O  -0.2662  -0.0598  -0.4615
O  0.149  -0.1144  -0.2428
O  0.1909  -0.3131  -0.3389
O  0.1617  -0.2382  -0.2831
O  -0.3589  -0.031  -0.4566
O  0.079  0.2622  -0.0905
O  0.0101  0.1839  0.1825
O  0.0301  -0.4528  0.0847
O  0.2338  0.3345  0.2412
O  -0.0293  -0.1587  0.7636
O  -0.013  -0.1288  0.0885
O  0.2218  -0.0314  0.2585
O  -0.1776  0.0951  -0.0374
O  0.2224  -0.5021  0.1048
O  -0.2361  -0.0513  0.1868
O  -0.1044  0.2192  -0.0091
O  -0.0877  0.123  0.4532
O  0.1495  0.0725  0.0257
O  0.1729  -0.3048  -0.345
O  0.3203  0.0168  -0.1338
O  0.1127  0.0354  0.0638
O  0.4143  -0.2357  0.175
O  0.1556  -0.152  0.062
O  -0.3634  -0.0282  0.0515
O  -0.0299  -0.1482  -0.3937
O  0.2405  -0.0999  0.1523
O  -0.2217  -0.0939  -0.5337
O  -0.0856  -0.0066  0.0768
O  -0.1864  -0.1246  0.0035
O  -0.0784  0.1881  -0.3672
O  0.1182  -0.1686  -0.1183
O  -0.1658  -0.032  -0.1706
O  -0.3784  -0.2498  -0.4275
O  0.1182  0.221  -0.2475
O  -0.2856  0.1703  -0.2506
O  -0.0267  0.2834  -0.2684
O  0.1247  -0.2828  -0.4727
O  0.2431  -0.0116  -0.1647
O  0.1692  -0.1116  -0.3516
O  -0.171  0.2222  -0.1239
O  -0.1724  -0.0362  -0.06
O  0.0109  -0.1492  -0.1821
O  -0.0342  -0.0391  -0.1844
O  0.2109  -0.0441  -0.101
O  0.0214  0.0585  -0.1791
O  0.1299  0.1422  0.0132
O  0.326  0.3011  -0.0599
O  0.3466  0.2  -0.385
O  -0.2852  -0.0434  -0.2962
O  -0.2843  0.0925  -0.1735
O  0.4229  -0.0101  0.089
O  -0.2496  0.1719  0.3982
O  -0.1689  -0.0808  0.1788
O  0.0929  0.3056  0.1397
O  -0.3387  -0.1266  -0.0599
O  -0.1242  0.1006  -0.2061
O  -0.1007  -0.183  -0.3328
O  0.2508  -0.2008  -0.3558
O  -0.1523  -0.1133  -0.2088
O  0.162  0.2403  -0.0207
O  -0.0113  0.0317  0.0646
O  -0.0107  0.2011  0.3342
O  0.2105  -0.259  -0.0805
O  -0.0293  -0.333  0.1878
O  0.3816  0.0408  0.1696
O  0.1083  -0.0154  0.1003
O  -0.2676  0.1102  -0.0147
O  -0.0142  0.0266  -0.2287
O  -0.2059  0.3602  0.0044
O  -0.1049  0.1671  0.2164
O  0.0024  -0.2163  0.0937
O  -0.4243  -0.3793  0.3086
O  0.1942  0.0412  0.3835
O  0.1883  0.1254  0.1715
O  -0.247  -0.1219  -0.5267
O  -0.1664  -0.2981  -0.4652
O  -0.1658  -0.2017  0.04
O  0.016  -0.159  -0.1467
O  0.0361  0.041  0.2934
O  -0.2963  -0.0973  0.1514
O  -0.214  -0.288  -0.1581
O  0.198  -0.1536  0.0599
O  0.0317  0.055  0.1315
O  0.4082  0.1219  0.002
O  0.1219  0.0067  0.2423
O  -0.2063  0.1362  0.0117
O  -0.273  -0.0718  -0.0462
O  0.1758  0.2348  0.188
O  -0.1556  0.0146  -0.151
O  -0.0204  -0.0541  -0.3566
O  -0.0453  -0.0904  0.1731
O  0.226  -0.1646  -0.1389
O  -0.3498  -0.0845  0.0975
